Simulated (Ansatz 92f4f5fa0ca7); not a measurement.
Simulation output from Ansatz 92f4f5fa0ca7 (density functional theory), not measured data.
Periodic cell of 213 atoms, Si132O78H3, from a study of silicon, its oxide and their interface. The atomic structure is a simulated model.
Doubt: the cutoff is far below the 930 eV that the study's wrapper takes by default for these files, so forces and energies are approximate.
This geometry differs little from another in the collection (a relaxation step or a small displacement).

Settings
functional: PBE
potential files: Ansatz PAW
basis: plane waves
wave-function cutoff: 580 eV
density cutoff ratio: 5
exchange-correlation grid ratio: 1
k mesh: 1 x 1 x 1, Gamma-centred
self-consistency stop: 5e-08 eV per atom in the density residual
occupations: fixed
spin: none
net charge: +1 e, with a uniform compensating background and no finite-size correction

Cell vectors (angstrom)
a  10.938  0  0
b  0  10.938  0
c  0  0  31.3387

Atoms: element, x, y, z (angstrom)
Si  10.3395  0.5137  23.9919
Si  5.7099  10.6291  23.9351
Si  2.1886  3.0447  23.9146
Si  8.6398  2.2238  24.0073
Si  0.328  4.8874  23.8809
Si  4.8809  5.9242  24.0428
Si  3.1945  7.6492  23.8797
Si  7.5001  8.7901  23.8379
Si  1.177  1.4156  25.272
Si  6.8336  1.3101  25.2271
Si  3.9243  4.1048  25.193
Si  9.5878  3.9853  25.2656
Si  1.333  6.7313  25.0528
Si  6.7061  6.9346  25.146
Si  4.0468  9.49  25.1592
Si  9.3588  9.6281  25.1197
Si  2.652  -0.0198  26.455
Si  8.1251  -0.0288  26.6748
Si  -0.0663  2.7252  26.7604
Si  5.4059  2.7371  26.466
Si  2.6248  5.4655  26.6196
Si  8.152  5.4913  26.4214
Si  -0.0853  8.1864  26.3509
Si  5.3926  8.2064  26.6412
Si  4.0576  1.3439  27.8524
Si  9.5023  1.3295  28.0247
Si  1.3268  4.1062  28.0255
Si  6.7872  4.1222  27.8399
Si  4.0346  6.818  27.9586
Si  9.5366  6.8359  27.823
Si  1.289  9.5346  27.8214
Si  6.777  9.5403  28.0003
Si  -0.0003  -0.0209  29.292
Si  5.435  0.0203  29.2938
Si  2.744  2.7214  29.2925
Si  8.1539  2.7716  29.2869
Si  -0.0457  5.5115  29.2941
Si  5.4568  5.4729  29.2804
Si  2.6879  8.2261  29.2725
Si  8.2108  8.1847  29.2817
Si  1.3673  1.3673  30.6549
Si  6.8362  1.3673  30.6549
Si  4.1018  4.1018  30.6549
Si  9.5708  4.1018  30.6549
Si  1.3673  6.8362  30.6549
Si  6.8362  6.8362  30.6549
Si  4.1018  9.5708  30.6549
Si  9.5708  9.5708  30.6549
Si  2.7345  0  0.6835
Si  8.2035  0  0.6835
Si  0  2.7345  0.6835
Si  5.469  2.7345  0.6835
Si  2.7345  5.469  0.6835
Si  8.2035  5.469  0.6835
Si  0  8.2035  0.6835
Si  5.469  8.2035  0.6835
Si  4.0862  1.391  2.0605
Si  9.627  1.3393  2.0553
Si  1.4091  4.063  2.0462
Si  6.8378  4.0968  2.0502
Si  4.1557  6.7963  2.0554
Si  9.5669  6.8559  2.0353
Si  1.3735  9.5853  2.0526
Si  6.8416  9.5561  2.0595
Si  0.1094  0.0492  3.5039
Si  5.4727  0.0258  3.3752
Si  2.7819  2.7535  3.5175
Si  8.2407  2.72  3.3431
Si  0.0073  5.4433  3.314
Si  5.4986  5.428  3.5007
Si  2.7649  8.1895  3.3392
Si  8.2468  8.2277  3.4595
Si  1.4636  1.4271  4.9919
Si  6.9113  1.3518  4.6948
Si  4.1543  4.0674  4.9693
Si  9.6225  4.0834  4.6785
Si  1.4597  6.7327  4.6228
Si  6.908  6.8075  4.8213
Si  4.099  9.5628  4.7372
Si  9.6579  9.6224  4.8205
Si  3.0047  0.133  6.3652
Si  8.3255  0.1133  6.1462
Si  0.0381  2.9076  6.2344
Si  5.6651  2.6637  6.2152
Si  2.7152  5.5073  6.2349
Si  8.3612  5.4588  6.1168
Si  0.1788  8.1777  5.9822
Si  5.5089  8.2262  6.066
Si  5.08  0.7589  7.5452
Si  9.1809  1.9755  7.425
Si  0.8963  4.713  7.5778
Si  7.4505  3.6803  7.3836
Si  3.7497  7.3202  7.3411
Si  10.1079  6.5215  7.3287
Si  2.1294  9.0249  6.9179
Si  6.6753  9.8515  7.2682
H  3.9632  7.1197  8.8081
O  7.0531  4.023  8.9631
O  9.6305  1.7958  9.0161
O  5.1214  1.087  9.1686
O  7.3356  9.1318  8.6176
O  9.48  7.3817  8.6111
O  1.2857  4.242  9.1245
H  8.2725  2.6404  22.6154
H  10.7639  0.1884  22.591
O  10.3177  5.3601  22.5791
O  2.7687  2.1389  22.6172
O  2.9747  7.8635  22.2402
O  5.2304  5.5326  22.4748
O  4.967  0.4469  22.6309
O  7.9311  8.2483  22.3381
Si  4.5409  8.2074  14.495
Si  4.1461  1.6406  21.8584
Si  3.9658  1.4347  15.3422
Si  5.9157  1.2366  10.5944
Si  8.0877  7.8736  9.3346
Si  7.3125  1.532  14.679
Si  5.8233  7.8271  19.0783
Si  8.57  10.585  18.8893
Si  5.0172  4.5119  21.2365
Si  10.6013  2.8494  12.6913
Si  1.1332  5.0223  16.9801
Si  3.2324  8.2927  20.6877
Si  4.6201  9.8858  17.1318
Si  9.3295  4.504  18.4694
Si  8.4142  8.2261  20.7895
Si  6.492  4.9822  18.6867
Si  1.0217  2.2674  15.5382
Si  2.8523  0.0615  19.5355
Si  4.6517  4.0132  11.5538
Si  0.4086  9.3407  15.8905
Si  9.1866  1.0732  10.411
Si  9.2549  10.4905  14.2339
Si  6.8418  5.1764  10.1026
Si  7.4538  2.2483  17.8228
Si  8.8104  5.2342  12.5817
Si  0.4067  0.5603  17.9273
Si  2.3744  5.6239  19.7431
Si  5.0831  10.8906  13.1744
Si  10.4145  5.7466  20.9962
Si  1.6455  4.4767  10.7093
Si  9.7106  9.2536  11.3529
Si  7.0124  6.474  14.9103
Si  1.8832  7.1342  14.7485
Si  8.6246  8.576  16.3721
Si  0.4337  6.8629  11.9741
Si  5.5514  3.8581  14.4993
O  9.8643  1.7583  11.7193
O  3.1297  3.9079  11.0224
O  4.2669  8.7776  15.9976
O  0.1821  8.4136  11.4821
O  9.9962  0.3997  18.7896
O  0.903  6.7214  13.5219
O  0.6822  3.6328  11.6932
O  8.6067  9.7973  20.3302
O  9.7079  4.6098  20.0565
O  3.5287  10.2778  18.2503
O  3.4272  7.0384  14.2356
O  8.4795  8.315  10.8405
O  3.5985  4.8184  20.4688
O  4.7957  0.3803  16.3108
O  9.7434  7.2354  20.7124
O  7.5422  1.085  10.4695
O  4.8289  8.276  20.3134
O  3.9995  1.034  13.7448
O  5.0915  2.9642  21.7467
O  4.4799  9.4038  13.3986
O  2.1149  4.9396  18.2856
O  7.9999  5.4166  18.249
O  5.3162  5.2124  10.6624
O  6.8229  2.938  14.0154
O  0.096  1.647  16.7386
O  1.6661  8.7001  15.1237
O  7.3145  1.7006  16.2931
O  5.9993  7.5531  14.2666
O  9.4943  3.914  13.24
O  5.353  0.0671  11.5775
O  1.507  6.0928  11.0034
O  2.6388  7.2277  19.5954
O  6.4292  0.303  14.0388
O  7.8019  4.834  11.3674
O  9.8327  10.5022  10.3067
O  4.7444  4.3334  13.1548
O  1.065  5.5931  20.6981
O  6.1467  5.1391  15.3391
O  1.3382  3.8058  15.9336
O  5.5494  6.3308  18.366
O  2.3983  1.4134  15.7145
O  7.4335  0.8548  18.7425
O  7.0652  6.6166  9.38
O  6.3091  4.7548  20.2887
O  8.2451  9.6138  15.169
O  5.4986  2.6612  11.242
O  7.2732  7.644  19.7912
O  10.5253  5.0619  17.5134
O  8.8186  1.1234  14.224
O  6.2986  3.4254  18.0765
O  4.5941  2.9493  15.4731
O  -0.184  10.4468  14.8482
O  1.5831  0.9394  18.996
O  8.1008  6.07  13.7729
O  3.801  1.1009  20.356
O  8.4465  9.4031  17.7589
O  8.9033  2.9746  18.0899
O  2.4934  9.747  20.5332
O  1.5505  6.3181  16.1024
O  9.9384  6.1289  11.8452
O  7.7475  7.2125  16.1784
O  5.7842  9.0715  17.9866
O  0.8378  10.0654  17.268
O  10.2127  8.1956  16.2066
O  0.4596  2.2418  13.9929
O  9.2288  9.8393  12.7684

Results
free energy: -128325.185 eV
free energy less fixed offsets of H -15.97, O -568.88, Si -635.61 eV per atom: -4.115 eV

Forces (eV/angstrom), in the order of the atoms: element, x, y, z
Si  0  -0.0004  0.0001
Si  -0.0022  -0.0006  -0.0025
Si  0.0023  -0.0019  -0.002
Si  -0.0006  -0.0005  -0.0001
Si  -0.0023  0.0001  -0.0026
Si  0.0011  -0.0021  -0.002
Si  -0.0004  0.0002  -0.0045
Si  0.0021  -0.001  -0.0036
Si  -0.0007  0.001  -0.002
Si  0.0025  0.0006  0.0001
Si  0.0001  0.0015  -0.0008
Si  0.0024  0.0003  -0.0014
Si  0.001  -0.0009  0.0001
Si  -0.001  0.0008  -0.0005
Si  0.0015  0.0009  -0.0002
Si  -0.0004  0.0006  -0.0001
Si  0.0009  0.0007  0.0053
Si  0.0025  0.0008  -0.0086
Si  -0.0008  -0.0025  -0.0096
Si  -0.0014  0.0005  0.0047
Si  0.0016  0.0002  -0.0068
Si  -0.002  0  0.0048
Si  -0.0007  0.0008  0.0049
Si  0.0004  -0.0011  -0.0063
Si  0.0007  0  -0.0022
Si  -0.0011  0.001  0.0079
Si  0.002  0.0041  0.0107
Si  0.0021  0.0007  -0.0027
Si  0.0004  0.0006  0.0075
Si  0.0015  0.0009  -0.0019
Si  0  -0.0007  -0.0017
Si  -0.0014  0  0.0088
Si  0.0023  -0.0028  -0.0016
Si  -0.002  0.0006  0.0005
Si  0.0012  -0.002  -0.0023
Si  -0.0012  0  0.0007
Si  -0.002  -0.0007  0.0003
Si  0.0011  -0.003  -0.0016
Si  -0.0015  0.0021  0.0003
Si  0.0011  -0.0027  -0.0021
Si  0.0465  -0.1446  -0.0911
Si  -0.2371  0.1859  0.0655
Si  0.0998  -0.0984  -0.021
Si  -0.2265  0.1585  0.0272
Si  -0.1653  0.1999  0.0654
Si  0.0722  -0.0939  -0.0994
Si  -0.2883  0.0744  -0.0096
Si  -0.0137  -0.2434  0.0041
Si  -0.0032  0.1083  0.0488
Si  0.1866  -0.0669  0.0847
Si  0.2381  -0.1456  -0.125
Si  -0.0124  0.0668  0.0421
Si  0.1867  -0.1131  -0.0083
Si  -0.1546  0.0747  0.0489
Si  -0.0043  0.1814  0.0238
Si  0.2077  -0.1712  -0.064
Si  -0.0001  0.0012  0.002
Si  0.0006  0.0003  -0.0003
Si  0.0033  0.0004  0.0017
Si  -0.0017  0.0028  0.001
Si  -0.0004  0.0055  -0.0022
Si  0.0001  -0.0012  0.0047
Si  -0.0026  0.0036  0.001
Si  0.0034  -0.0058  0.0009
Si  0  0.0005  0.0012
Si  -0.004  -0.0021  -0.0111
Si  -0.003  0.0009  0
Si  0.0002  -0.0023  -0.0089
Si  -0.0011  -0.0027  -0.0126
Si  -0.0006  -0.0025  0.0034
Si  0.0037  -0.01  -0.0126
Si  -0.0014  0.0042  0.0007
Si  0.0094  0.0009  -0.0045
Si  -0.0049  -0.0007  0.0143
Si  0.001  -0.0023  -0.0034
Si  -0.0014  0.0026  0.0115
Si  -0.006  -0.0017  0.0166
Si  0.0005  0.007  -0.0022
Si  -0.0057  -0.0064  0.0242
Si  -0.0025  -0.0104  -0.0054
Si  -0.0089  -0.0125  0.0032
Si  0.0027  0.0023  -0.0032
Si  -0.003  -0.0026  0.0012
Si  0.0058  0.0045  -0.005
Si  -0.0072  0.0026  -0.0088
Si  0  -0.0063  -0.0017
Si  0.0101  0.0125  0.0033
Si  -0.007  -0.0023  -0.0083
Si  -0.0035  0.0028  0.0092
Si  0.0007  0.002  0.0067
Si  0.0028  -0.0025  0.009
Si  0.0021  0.0009  0.0039
Si  0.0021  0.0075  -0.0034
Si  0.0058  0.0106  -0.0034
Si  0.014  0.0033  -0.0104
Si  0.0044  -0.0025  0.0069
H  -0.0011  -0.0003  0.0082
O  0.0021  -0.0041  -0.0039
O  -0.0018  0.0025  -0.0036
O  -0.0007  -0.0032  -0.0071
O  -0.0057  0.0094  -0.0038
O  0.0034  -0.0055  0.0024
O  -0.002  0.0036  -0.004
H  0.0001  -0.0003  0
H  -0.0001  0.0004  0.0002
O  0.0025  -0.0017  0.001
O  -0.0034  0.0034  0.0006
O  0.0004  -0.0015  0.0039
O  -0.0002  0.0037  0.0021
O  0.004  -0.0035  -0.0001
O  -0.0019  0.0018  0.0028
Si  0.0013  0.0004  -0.0058
Si  0.0006  0.0012  0.0033
Si  0.0011  -0.0011  -0.0032
Si  -0.0002  -0.0034  -0.0077
Si  0.0021  0.0019  0.0011
Si  0.0006  -0.0004  -0.0064
Si  0  0.0004  0.0037
Si  0.0003  0.0009  0.0036
Si  0.0006  0  0.0037
Si  0.001  -0.0012  -0.0085
Si  0.0007  -0.0001  -0.0011
Si  0.0023  0.0012  0.0043
Si  0.0018  0.0016  -0.0009
Si  -0.0007  -0.001  0.0028
Si  0.0001  0.0013  0.0031
Si  0.0007  -0.0007  0.0027
Si  0.0017  -0.0004  -0.0031
Si  0.0001  -0.0004  0.0033
Si  0.0002  0.0008  -0.0079
Si  -0.0006  -0.0006  -0.0036
Si  0.0009  0.0008  -0.0065
Si  -0.0001  0.0001  -0.0049
Si  0.0005  -0.004  -0.001
Si  0.0006  -0.0002  0.0029
Si  -0.0002  0.0008  -0.0083
Si  0.0001  0  0.0016
Si  0.0004  -0.0009  0.006
Si  0.0008  0.0009  -0.0079
Si  0.0006  -0.0003  0.0042
Si  -0.003  -0.0012  -0.01
Si  0.0002  0.0008  -0.0098
Si  -0.0007  0.001  -0.004
Si  0.0023  0.0017  -0.0053
Si  0.0011  0  -0.0024
Si  0.0013  0.0007  -0.0095
Si  0.0013  -0.0007  -0.0043
O  -0.0017  -0.0018  0.0021
O  0.0013  0.0022  0.0047
O  -0.0002  -0.0004  0.0014
O  0.0002  0.0007  0.0068
O  0.0001  0.0001  -0.0024
O  -0.0013  -0.0001  0.0011
O  0.0028  0.0021  0.0043
O  0.0009  -0.0019  -0.0021
O  0.0018  0.0014  -0.0016
O  -0.0015  0.0008  0.0003
O  -0.0001  0  0.0034
O  -0.0033  -0.0016  0.0011
O  0.002  -0.0006  -0.0034
O  0  -0.0001  0.0009
O  0.0006  0  -0.0035
O  0.0019  0.0005  0.0052
O  -0.001  0.0006  -0.0029
O  0.0009  0.0002  0.0035
O  0.0002  -0.0021  -0.0039
O  0  0.0007  0.0042
O  0.0021  0.0012  0.0005
O  0.0011  0.0004  -0.0018
O  0.0001  0.0009  0.0048
O  0.0009  0.001  0.0038
O  0.0003  -0.0003  0.0006
O  0.0005  -0.0001  0.0025
O  0.0008  0.0001  0.0015
O  0.0008  0  0.0039
O  0.0004  0.0005  0.0045
O  0.0023  0.0032  0.0035
O  0.0023  -0.0012  0.0046
O  0.0007  0.0009  -0.003
O  -0.0002  -0.0001  0.0033
O  -0.0024  0.001  0.0006
O  0.0002  0.001  0.0058
O  -0.0008  0.0004  -0.0009
O  -0.0001  0.0004  -0.0031
O  0.0009  0  0.0012
O  0.0005  0.0005  0.0012
O  0.0008  0.0009  -0.0013
O  -0.0004  0.0005  0.0014
O  0.0009  -0.0005  -0.0024
O  -0.0019  0.0022  0.0025
O  -0.0014  0  -0.0006
O  0.0006  0.0001  0.0021
O  0.0007  0.0002  0.0055
O  0.0033  0.0008  -0.0018
O  -0.0005  0.0006  -0.0007
O  0.0013  0.0005  0.0033
O  0.0007  0.0011  -0.0015
O  0.0009  0.0005  0.0017
O  0.0009  0.0011  0.0023
O  0.0024  -0.0001  -0.002
O  0.0023  -0.0014  0.0021
O  0.0026  0.0024  -0.0001
O  0.0006  0.001  0.0004
O  0.0014  0.0008  -0.0022
O  0.0005  -0.0014  -0.0032
O  0.0001  0.0002  0.0014
O  -0.0002  0.0003  0.0058
O  0.0004  -0.0001  0.0006
O  0.0015  -0.0017  0.0001
O  0.0011  0.0007  -0.0003
O  0.0012  0  0.0009
O  -0.0008  0.0011  0.0017
O  0.0016  -0.0003  0.0034

The program warned: the cutoff lies below the one the program advises for these potential files; the exchange-correlation potential is rough where the density is thin.
